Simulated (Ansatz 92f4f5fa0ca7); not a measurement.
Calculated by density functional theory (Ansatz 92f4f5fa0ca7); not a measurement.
Periodic cell of 357 atoms, Si241O116, from a study of silicon, its oxide and their interface. The atomic structure is a simulated model.
Doubt: the cutoff is far below the 930 eV that the study's wrapper takes by default for these files, so forces and energies are approximate.
This geometry differs little from another in the collection (a relaxation step or a small displacement).

Settings
functional: PBE
potential files: Ansatz PAW
basis: plane waves
wave-function cutoff: 580 eV
density cutoff ratio: 5
exchange-correlation grid ratio: 1
k mesh: 1 x 1 x 1, Gamma-centred
self-consistency stop: 5e-08 eV per atom in the density residual
occupations: fixed
spin: none
net charge: 0

Cell vectors (angstrom)
a  11.6015  0  0
b  0  13.3963  0
c  0  0  40.7114

Atoms and the computed forces on them: element, x, y, z (angstrom), force x, y, z (eV/angstrom)
Si  0  2.2327  1.1851  -0.0074  -0.0021  0.0014
Si  3.8672  2.2327  1.1851  0.0129  0.0078  0.0135
Si  7.7343  2.2327  1.1851  0.0091  -0.0166  0.0063
Si  1.9336  5.5818  1.1851  0.0051  0.0061  -0.006
Si  5.8008  5.5818  1.1851  0.016  -0.0105  0.0015
Si  9.6679  5.5818  1.1851  -0.011  0.0002  0.0088
Si  0  8.9308  1.1851  0.0109  0.0086  -0.0028
Si  3.8672  8.9308  1.1851  0.0076  -0.0035  -0.0045
Si  7.7343  8.9308  1.1851  0.0204  -0.005  -0.0039
Si  1.9336  12.2799  1.1851  0.0043  0.0227  0.0053
Si  5.8008  12.2799  1.1851  0.0052  0.0209  0.0252
Si  9.6679  12.2799  1.1851  0.0122  0.0258  0.0129
Si  1.9336  1.1164  1.9745  -0.0202  -0.0282  -0.0032
Si  5.8008  1.1164  1.9745  0.0134  -0.0209  0.0042
Si  9.6679  1.1164  1.9745  -0.0067  -0.0279  0.0088
Si  0  4.4654  1.9745  -0.005  -0.03  -0.0081
Si  3.8672  4.4654  1.9745  -0.0192  -0.0253  -0.0024
Si  7.7343  4.4654  1.9745  -0.0214  -0.0087  -0.0041
Si  1.9336  7.8145  1.9745  -0.0335  -0.0036  -0.0025
Si  5.8008  7.8145  1.9745  -0.0474  -0.0031  -0.0099
Si  9.6679  7.8145  1.9745  -0.0288  0.0232  -0.004
Si  0  11.1635  1.9745  -0.0105  -0.0113  -0.0068
Si  3.8672  11.1635  1.9745  -0.0442  -0.0066  -0.01
Si  7.7343  11.1635  1.9745  -0.0018  -0.0415  -0.0133
Si  1.9336  1.1164  4.3426  -0.047  -0.0501  0.0477
Si  5.8008  1.1164  4.3426  0.0554  -0.0396  0.0255
Si  9.6679  1.1164  4.3426  -0.0385  -0.0749  -0.0062
Si  0  4.4654  4.3426  -0.0463  -0.0653  -0.0203
Si  3.8672  4.4654  4.3426  -0.0555  -0.0617  0.0186
Si  7.7343  4.4654  4.3426  -0.0623  -0.0543  -0.0927
Si  1.9336  7.8145  4.3426  -0.1211  0.0342  -0.2331
Si  5.8008  7.8145  4.3426  -0.1392  0.0127  -0.1115
Si  9.6679  7.8145  4.3426  -0.0449  0.0885  -0.1169
Si  0  11.1635  4.3426  -0.013  -0.0098  0.1015
Si  3.8672  11.1635  4.3426  -0.1406  0.0268  0.1318
Si  7.7343  11.1635  4.3426  0.0124  -0.0568  0.1409
Si  0  0  36.3708  -0.0201  -0.0023  -0.1764
Si  3.8672  0  36.3708  0.1869  0.0196  -0.0621
Si  7.7343  0  36.3708  -0.0004  -0.3172  -0.3103
Si  1.9336  3.3491  36.3708  0.0211  -0.0765  0.3342
Si  5.8008  3.3491  36.3708  0.0981  -0.1401  -0.0361
Si  9.6679  3.3491  36.3708  0.0743  -0.0129  0.0301
Si  0  6.6981  36.3708  0.037  0.0168  0.3049
Si  3.8672  6.6981  36.3708  0.0501  0.1156  0.2747
Si  7.7343  6.6981  36.3708  -0.0541  0.1104  -0.021
Si  1.9336  10.0472  36.3708  0.1963  0.0859  -0.0721
Si  5.8008  10.0472  36.3708  0.141  0.0713  -0.0259
Si  9.6679  10.0472  36.3708  -0.0948  0.1668  -0.1977
Si  0  0  38.7389  -0.0159  0.0263  0.0215
Si  3.8672  0  38.7389  0.0591  0.0349  0.0128
Si  7.7343  0  38.7389  0.0091  -0.1036  0.0168
Si  1.9336  3.3491  38.7389  0.0047  -0.0323  -0.0021
Si  5.8008  3.3491  38.7389  0.0388  -0.0613  0.0101
Si  9.6679  3.3491  38.7389  0.0269  -0.0063  0.0065
Si  0  6.6981  38.7389  0.0044  0.004  -0.0074
Si  3.8672  6.6981  38.7389  0.0268  0.0319  -0.0021
Si  7.7343  6.6981  38.7389  -0.024  0.0205  0.0181
Si  1.9336  10.0472  38.7389  0.0708  0.0456  0.002
Si  5.8008  10.0472  38.7389  0.0531  0.0301  -0.006
Si  9.6679  10.0472  38.7389  -0.0363  0.0885  0.0113
Si  0  2.2327  39.5283  0.009  0.0113  0.0128
Si  3.8672  2.2327  39.5283  -0.02  -0.0009  0.0112
Si  7.7343  2.2327  39.5283  -0.0056  0.0307  -0.0375
Si  1.9336  5.5818  39.5283  -0.0045  -0.0078  0.0131
Si  5.8008  5.5818  39.5283  -0.0146  0.0231  -0.0052
Si  9.6679  5.5818  39.5283  0.0099  0.0092  -0.0038
Si  0  8.9308  39.5283  -0.0087  -0.0199  -0.0386
Si  3.8672  8.9308  39.5283  -0.0071  -0.0077  0.0103
Si  7.7343  8.9308  39.5283  -0.0231  -0.0041  -0.0035
Si  1.9336  12.2799  39.5283  -0.0036  -0.023  -0.0303
Si  5.8008  12.2799  39.5283  -0.0068  -0.0237  0.0013
Si  9.6679  12.2799  39.5283  -0.0101  -0.0239  0.0058
Si  0.2855  0.2098  29.4839  -0.0404  0.0297  -0.0081
Si  4.1075  2.6567  30.2099  0.0121  -0.0195  -0.0032
Si  8.0835  0.5213  29.3348  -0.0056  0.0326  -0.0247
Si  2.0526  3.4282  29.4777  0.0075  0.0436  0.0344
Si  5.8377  3.8689  29.0844  0.0056  0.0219  0.0971
Si  9.8332  3.7002  29.3414  0.0012  -0.005  0.015
Si  0.2099  6.6436  29.2382  -0.0031  0.0035  0.0015
Si  4.0264  7.037  29.3489  0.0009  -0.0099  0.0128
Si  7.7033  8.4354  28.3558  0.004  0.0528  -0.0108
Si  3.3082  10.8731  28.7184  -0.0212  0.0086  0.06
Si  5.6834  10.9308  28.1807  0.0314  -0.0171  0.0388
Si  10.2945  10.2546  28.2848  -0.0001  0.0085  0.0171
Si  0.0747  2.4415  30.2276  0.0036  0.0071  -0.0315
Si  4.0266  0.5667  29.2722  -0.0488  0.0682  0.0593
Si  7.7723  2.7185  29.9301  0.0009  0.0022  -0.0201
Si  2.1624  5.6589  30.0343  0.0017  -0.0392  -0.0269
Si  5.8907  5.9171  30.2432  -0.004  -0.0167  -0.0195
Si  9.7981  5.8677  30.2106  0.0055  -0.0026  -0.0081
Si  0.6854  8.7603  30.1162  -0.0197  0.005  -0.0156
Si  3.0652  8.9932  30.1676  0.0255  -0.0019  -0.0306
Si  7.8329  7.217  30.2659  -0.0092  -0.0066  -0.0004
Si  2.3333  12.5814  30.1287  0.0487  -0.011  -0.0229
Si  6.0589  12.738  29.6626  0.0258  -0.019  0.0014
Si  9.8574  12.665  30.1864  0.0267  -0.0219  0.0177
Si  0.0489  2.2404  32.5394  0.0008  0.0048  0.0062
Si  3.9671  2.2748  32.5164  0.0063  -0.0014  -0.0036
Si  7.7788  2.348  32.3368  -0.0024  0.0091  0.0048
Si  2.0439  5.6084  32.425  0.013  0.003  0.0177
Si  5.8055  5.5685  32.5457  -0.0022  -0.0004  0.0121
Si  9.8173  5.5946  32.5353  0.0046  -0.0146  0.0142
Si  0.0545  8.9136  32.4153  0.007  0.0091  0.0195
Si  3.8346  9.0071  32.4268  0.0093  -0.0031  0.0294
Si  7.7762  8.6752  32.279  -0.0047  0.0089  0.0135
Si  2.0626  12.2991  32.4482  0.0184  -0.0027  0.0088
Si  5.9106  12.3166  32.1372  0.0036  -0.0115  0.0194
Si  9.7424  12.235  32.4636  -0.0109  -0.001  -0.0118
Si  2.0071  1.122  33.2255  0.0072  0.0032  -0.0065
Si  5.9089  1.1052  33.1492  -0.0071  0.0095  0.0008
Si  9.6682  1.1251  33.1934  0  -0.0085  0.0056
Si  0.1246  4.4743  33.2761  -0.0161  0.0021  -0.0072
Si  3.9045  4.4694  33.3216  0.0017  0.0069  -0.0081
Si  7.81  4.5223  33.2448  0.0014  0.0103  0.0019
Si  1.9685  7.8274  33.2826  -0.0121  0.005  0.002
Si  5.7773  7.8271  33.2052  0.01  -0.0027  0.0048
Si  9.7297  7.8156  33.2735  -0.0134  0.0115  -0.0011
Si  0.1053  11.1552  33.1994  -0.0117  -0.0173  -0.0055
Si  4.0076  11.2302  33.1813  -0.0121  -0.002  -0.0187
Si  7.7645  11.0431  32.9998  0.0108  0.0053  -0.0047
Si  1.9441  1.1187  35.589  -0.0065  -0.002  -0.0047
Si  5.8189  1.1054  35.5487  -0.0028  0.003  -0.0035
Si  9.6559  1.1199  35.5717  0.0077  0.0083  -0.0018
Si  0.0178  4.4726  35.6171  -0.0048  -0.0019  -0.0029
Si  3.8644  4.4709  35.6476  0.0035  -0.0004  -0.0083
Si  7.7417  4.471  35.5986  -0.0014  -0.0054  -0.0057
Si  1.9336  7.8078  35.6222  0.0095  0.008  0.0017
Si  5.7903  7.826  35.5774  0.0025  0.005  -0.0115
Si  9.6781  7.8223  35.6165  -0.0021  0.0039  -0.0032
Si  0.0137  11.1588  35.5717  0.0015  0.0076  -0.005
Si  3.894  11.1724  35.5653  -0.0016  0.0026  0.0012
Si  7.7253  11.1305  35.4727  -0.0013  0.0141  -0.0017
Si  -0.006  0.0012  5.1487  -0.0017  0.0003  0.0058
Si  3.869  0.0097  5.1418  0.0009  -0.0048  0.0048
Si  7.7365  -0.0069  5.1457  -0.0008  0.0047  0.0035
Si  1.9277  3.3423  5.1335  -0.0055  -0.0019  0.0047
Si  5.7991  3.3459  5.1309  0.0049  -0.0047  -0.0005
Si  9.6598  3.345  5.1209  -0.0007  -0.0009  -0.0008
Si  -0.0082  6.6992  5.1032  -0.0006  -0.0034  0.0055
Si  3.8484  6.6986  5.1086  -0.0003  -0.0032  0.0041
Si  7.7265  6.6999  5.0998  0.0005  -0.0021  0.0032
Si  1.9232  10.0324  5.1444  -0.0042  -0.0005  0.0041
Si  5.7881  10.0426  5.1272  0.0005  -0.0003  0.0001
Si  9.672  10.0435  5.1511  -0.0042  -0.0028  0.0011
Si  -0.0397  -0.0305  7.5298  0.0016  -0.0023  0.0097
Si  3.8473  0.0045  7.5159  0.0008  -0.0049  0.0062
Si  7.7165  -0.061  7.5241  -0.011  0.0065  0.0142
Si  1.8664  3.3074  7.5041  0.0071  0.0096  -0.0002
Si  5.7606  3.3272  7.4982  -0.0148  0.0031  0.0056
Si  9.5953  3.3076  7.479  0.0072  -0.0008  0.0163
Si  -0.0926  6.6645  7.45  0.0043  0.0014  -0.0063
Si  3.7442  6.6729  7.459  0.0085  -0.0047  -0.0017
Si  7.6479  6.6951  7.4442  0.0059  -0.0063  0.0039
Si  1.8573  9.9736  7.5228  0.0014  0.0072  -0.0041
Si  5.7172  10.0121  7.4919  -0.008  0.0049  0.0046
Si  9.6438  10.0056  7.535  -0.0092  0.0091  -0.0008
Si  -0.0872  2.2146  8.3083  -0.0143  -0.0114  -0.0246
Si  3.8255  2.2549  8.3269  0.0053  0.0011  -0.0296
Si  7.682  2.1733  8.3101  -0.0024  -0.0175  -0.0333
Si  1.8007  5.537  8.2528  -0.0042  -0.0034  -0.0022
Si  5.6899  5.5938  8.1829  -0.004  -0.0009  -0.0066
Si  9.563  5.5601  8.2042  0.0025  0.0076  -0.0095
Si  -0.0672  8.8253  8.3881  0.0101  -0.0043  -0.0119
Si  3.7877  8.8702  8.3213  0.008  0.0049  -0.0149
Si  7.6634  8.918  8.2372  0.0141  0.0017  -0.0184
Si  1.9215  12.231  8.2269  0.0054  0.0014  -0.0086
Si  5.7596  12.2376  8.2933  0.0022  0.007  -0.006
Si  9.6525  12.2238  8.3597  0.0133  -0.0027  -0.0044
Si  -0.1853  2.2929  10.6798  -0.0098  0.0508  0.0066
Si  3.7747  2.4622  10.6926  0.0198  0.0267  0.006
Si  5.6145  1.4963  11.7115  -0.0137  -0.0332  0.0379
Si  3.6051  4.6885  11.4032  -0.0337  -0.0043  -0.0462
Si  5.5425  5.6768  10.5077  0.0127  -0.0091  0.0142
Si  9.3978  5.5829  10.5381  -0.0033  -0.0111  0.0201
Si  -0.1394  8.6263  10.81  -0.0228  -0.0026  0.0066
Si  3.6892  8.694  10.7006  -0.014  0.0172  0.0211
Si  7.6018  8.8975  10.5783  -0.0025  -0.0001  0.0264
Si  1.9517  11.9425  10.5383  -0.0059  0.0284  0.0055
Si  5.7372  11.9475  10.6385  -0.0194  -0.0337  -0.0217
Si  9.7428  12.0732  10.7448  0.0063  -0.0023  0.0064
Si  1.8115  1.5666  11.474  0.0042  -0.0622  0.0179
Si  7.5068  2.288  10.6678  0.0189  0.0362  0.0359
Si  10.0119  0.7467  11.8055  -0.0407  -0.0029  0.0218
Si  -0.4183  4.4796  11.511  0.0083  -0.0009  -0.0143
Si  1.5862  5.4763  10.6034  0.0085  -0.0086  0.0098
Si  7.4233  4.5415  11.2009  -0.0043  0.0078  -0.043
Si  1.8242  7.5387  11.5913  -0.0046  -0.0019  -0.0208
Si  5.7097  7.8067  11.4514  0.0025  0.0036  -0.0221
Si  9.3768  7.7095  11.4781  0.0102  0.0078  -0.0262
Si  0.0789  10.8388  11.3498  0.0048  -0.0107  -0.0259
Si  3.8207  10.8684  11.4518  0.0091  -0.0054  -0.0211
Si  7.7261  11.0605  11.4564  0.0133  -0.0082  -0.0251
O  10.3843  0.4357  13.3953  -0.0144  -0.0099  0.0173
O  10.9146  4.5909  13.1544  -0.0036  0.0079  0.0172
O  1.71  1.9742  13.0696  0.0025  0.002  0.0089
O  7.5908  11.0208  13.1169  -0.0077  0.0194  0.0548
O  3.5711  5.0016  13.0524  -0.0038  0.0202  0.0401
O  5.8743  1.7786  13.3151  -0.0043  0.0193  -0.0105
O  7.2773  4.6335  12.8365  -0.0097  0.0012  0.0149
O  12.1469  10.8642  12.9584  -0.0046  -0.0058  0.0648
O  5.7896  7.8752  13.1103  0.0054  -0.0012  0.0126
O  8.9542  7.6465  13.1028  -0.0052  0.0059  0.0318
O  3.8142  10.9732  13.1241  0.0075  0.0134  0.0324
O  2.0592  7.2076  13.2344  0.0229  -0.0328  0.0455
O  9.5618  11.4829  29.0387  -0.0125  -0.0134  -0.0024
O  3.4057  0.8023  27.7127  -0.0014  -0.0186  -0.0281
O  5.5752  3.9635  27.418  -0.0258  0.0025  -0.101
O  6.0138  11.1796  26.5731  0.0106  -0.0188  -0.0416
O  8.7257  13.8776  27.8054  -0.0096  -0.0005  -0.0827
O  2.0191  3.145  27.837  0.0058  -0.0256  -0.0245
O  2.461  10.9842  27.3003  -0.011  0.0048  -0.0347
O  7.5446  7.6222  26.9295  0.0097  -0.0062  -0.015
O  4.4817  7.3272  27.7439  0.0078  0.0125  -0.0208
O  0.164  13.4464  27.8511  0.0112  -0.0035  0.0018
O  10.6192  10.457  26.6834  -0.0002  -0.0195  -0.015
O  10.2053  3.8548  27.7111  -0.023  0.0007  -0.0464
Si  4.6054  4.7026  23.1743  0.0015  0.0046  -0.0025
Si  12.0195  4.5795  21.4853  0.0011  0.002  -0.0043
Si  9.9117  -0.3961  14.7355  0.0061  0.0058  0.0001
Si  2.27  11.5477  25.7897  -0.0104  0.001  -0.0101
Si  7.2223  11.778  14.5253  0.007  -0.01  0.002
Si  7.3686  9.252  16.3168  0.0001  0.001  0.008
Si  1.8239  1.7181  17.0772  -0.0084  -0.0007  -0.0078
Si  2.898  2.8135  21.4677  -0.0037  0.0048  -0.0048
Si  2.0897  -2.473  16.529  0.0045  -0.0042  -0.0027
Si  1.6657  6.0399  18.9697  -0.0013  0.0006  -0.0035
Si  5.3403  2.3846  14.722  -0.0004  0.0051  0.0065
Si  1.3641  9.5736  23.7028  -0.0013  -0.0019  -0.0072
Si  4.5691  4.1157  26.1077  -0.0082  -0.0034  0.0091
Si  4.0702  12.0416  14.3374  0.0062  -0.0147  -0.0047
Si  3.1127  13.0917  21.2666  0.0011  -0.0022  -0.0102
Si  2.6376  1.9869  26.8579  -0.0033  0.0245  -0.0058
Si  8.8461  3.9911  21.6238  0.0022  0.0034  -0.0098
Si  5.6926  7.3394  14.6512  -0.0219  -0.0078  0.0049
Si  4.7874  1.716  17.4634  0.0043  0.0042  0.0042
Si  11.555  10.3571  14.3851  0.0107  0.0104  -0.0107
Si  0.2781  13.6458  26.2526  -0.0019  0.0271  0.0239
Si  1.1019  4.642  16.3979  0.0116  0.0103  0.002
Si  11.4663  5.1712  24.4351  0.0065  -0.0066  -0.0075
Si  4.3399  12.337  23.9759  -0.0032  0.0033  -0.0116
Si  2.9287  6.0947  14.107  -0.0005  0.0244  0.0008
Si  8.7012  5.5827  24.2767  -0.0021  0.012  -0.0119
Si  5.8019  13.1707  19.6052  0.0007  0.0002  -0.0058
Si  10.3265  4.8823  14.6595  -0.0115  0.0025  -0.0097
Si  7.2923  4.7157  14.4398  0.0219  0.0022  0.017
Si  9.6585  7.8767  14.5712  0.0033  -0.0075  -0.0065
Si  7.1491  10.4236  19.2476  -0.0008  -0.0021  -0.0092
Si  -1.7587  12.0083  19.8494  0.0087  -0.002  -0.0077
Si  -0.1441  -0.2674  17.3734  0.0005  -0.0003  -0.0018
Si  10.568  9.1725  25.6421  -0.0112  0.0175  0.0079
Si  0.6126  6.8641  26.8993  0.015  -0.0016  0.0335
Si  8.8949  14.293  26.2605  -0.0298  0.0648  0.0351
Si  6.4111  5.4879  20.7362  0.0049  0.0005  -0.0016
Si  8.2247  0.7947  21.3997  0.0048  0.004  -0.0109
Si  7.7164  8.0591  25.3605  -0.0033  0.0013  -0.0064
Si  6.2404  10.5983  25.0424  -0.0023  -0.0166  0.0096
Si  5.3071  8.4829  20.8249  -0.0038  0.0024  -0.0066
Si  3.5696  7.0093  26.4184  -0.0035  -0.0144  0.0221
Si  3.6977  7.668  23.4195  -0.0011  -0.0026  -0.0047
Si  7.2108  -0.3467  24.0798  0.0176  -0.003  0.0069
Si  0.9906  11.0331  20.9548  0.0061  -0.0132  -0.0051
Si  2.6348  14.8488  14.2892  0.0093  0.0068  -0.008
Si  14.2303  9.0455  19.0666  -0.0022  0.0057  -0.0058
Si  4.2882  4.1801  19.0221  -0.0019  0.0006  -0.0038
Si  9.6367  17.1644  26.1874  -0.0119  -0.0424  0.011
O  4.1664  6.8127  14.9066  0.013  0.0016  -0.014
O  5.4792  1.3989  16.0172  -0.0024  0.0025  -0.0102
O  6.1618  7.0946  20.679  -0.0031  -0.0011  0.0053
O  1.0834  12.0565  17.1516  -0.005  0.0073  -0.0025
O  12.3803  5.6135  17.6674  0.0022  0.0017  -0.0005
O  5.6709  12.2462  14.5528  0.0046  -0.0042  -0.0057
O  11.0155  7.8825  26.5206  -0.0039  0.0059  0.0002
O  5.6108  13.3688  23.846  0.0034  0.0003  0.0107
O  3.1283  5.3098  18.8721  -0.0002  -0.0008  0.0022
O  10.4359  4.2186  21.3113  -0.0032  0.0008  0.0079
O  2.2964  10.2372  24.8454  -0.0012  -0.0014  0.0001
O  8.6569  5.0191  25.8167  0.0014  -0.0113  0.011
O  4.0998  8.7176  19.726  -0.0039  0.0033  0.0045
O  9.0559  8.9416  25.1252  -0.0002  -0.0033  0.0087
O  13.4284  3.3405  17.0686  -0.0021  -0.0057  -0.0019
O  8.269  13.0229  14.7497  0.0011  -0.0109  -0.0161
O  8.1639  13.7148  22.9577  -0.0037  -0.0029  0.0049
O  10.3809  13.9213  25.6743  0.0059  -0.0013  0.0155
O  3.4212  13.4773  13.9108  -0.0029  0.0095  -0.0006
O  3.5825  3.4963  22.7797  -0.0041  -0.0042  0.0018
O  10.3411  6.4734  15.0202  0.004  -0.0063  -0.0044
O  5.7455  14.3662  18.5208  0.0002  0.0006  0.0001
O  10.3731  -0.9076  18.3897  -0.0009  -0.0022  0.0099
O  0.594  1.088  17.9462  0.0048  0.0067  -0.0001
O  2.6953  9.9165  17.673  -0.0008  -0.0079  0.0173
O  12.3283  5.7659  25.6785  -0.0068  -0.0087  -0.019
O  4.3251  12.8932  20.2136  -0.001  0.0054  0.0026
O  11.3086  4.1426  15.7222  0.003  -0.0006  -0.0045
O  2.1631  8.2254  23.2219  -0.005  0.0058  0.0098
O  8.4613  4.4033  23.174  -0.0002  0.001  0.0007
O  7.6383  13.6389  25.5117  0.0223  0.0339  -0.0021
O  7.4189  11.4283  24.2521  -0.0009  0.0277  0.0086
O  7.2815  9.4062  17.9536  -0.0029  0.0084  0.0149
O  1.7504  12.4471  20.6604  -0.0033  -0.0018  0.0067
O  8.8079  4.3329  14.9122  -0.008  0.0045  -0.0111
O  1.6862  9.8601  20.0939  -0.0038  0.0071  0.0008
O  11.4982  9.2766  24.3298  0.0147  0.003  -0.005
O  13.4866  7.6317  18.8141  0.0042  0.0121  0.0061
O  7.984  5.0231  20.6776  -0.0048  0.0012  0.006
O  4.9029  10.822  24.1595  0.0086  -0.0052  0.0121
O  10.8618  8.909  14.2649  -0.008  0.0063  -0.0042
O  4.0778  7.7194  25.0332  0.0034  0.0112  -0.0124
O  10.5947  0.2322  16.0685  0.0023  -0.0048  -0.0087
O  0.7085  4.9959  23.0557  0.0008  -0.0008  -0.0021
O  10.4008  11.4364  14.7782  0.0083  0.009  -0.0192
O  1.3551  3.2744  21.221  0.0012  0.0005  0.0066
O  6.8028  13.7288  20.7589  -0.0038  0.0015  0.0058
O  3.7303  2.7302  25.9045  0.0034  0.0093  0.0097
O  3.7222  2.6395  14.6077  0.0055  -0.0093  -0.0096
O  11.022  11.208  20.618  -0.0064  0.0111  0.0026
O  6.4081  9.6628  20.5075  -0.0022  0.0001  0.0031
O  10.2175  6.1697  24.0382  -0.0026  0.0018  0.0096
O  8.681  2.4852  26.0454  0.0385  -0.065  0.0536
O  1.3866  1.4269  25.9638  -0.0205  -0.0307  0.0124
O  12.7108  10.6169  22.5073  -0.0037  0.0053  -0.0122
O  0.8355  12.2836  25.5745  0.0037  0.007  0.0062
O  8.6766  8.4166  15.7646  -0.0083  0.012  -0.0008
O  6.8345  6.2013  14.9236  0.0027  -0.0015  -0.0092
O  7.4648  10.767  15.7649  -0.0002  0.0037  -0.0212
O  1.6421  1.1961  15.5404  0.0005  0.0041  0.0077
O  6.0189  8.5249  15.7301  0.0064  0.0096  -0.0005
O  8.472  2.4154  21.3445  -0.0015  -0.0025  0.0057
O  5.6817  4.8939  19.4225  0.0006  -0.0003  0.0032
O  2.856  14.6212  21.6811  0.0005  -0.0019  0.0096
O  3.5467  5.3771  26.3175  0.0068  0.0015  0.0026
O  7.6386  6.8156  24.2946  -0.0003  -0.0065  0.0061
O  2.0874  7.5858  26.8218  -0.0032  0.0068  -0.008
O  15.3303  6.0775  23.0611  0.0021  -0.0005  0.0072
O  8.6292  10.93  19.7112  0.0007  0.0028  0.0022
O  3.4217  12.6179  25.2998  0.002  0.0046  0.0078
O  6.4815  9.0179  24.9908  -0.0022  0.0212  0.0115
O  5.8136  4.8137  22.0977  0.0022  0.0052  -0.003
O  3.457  12.3057  22.6367  -0.0027  0.0012  -0.0073
O  6.1968  3.7089  15.0744  -0.0058  -0.0109  -0.0107
O  3.8157  3.1162  20.1608  0.0015  -0.0006  0.0003
O  4.681  3.3341  17.6866  -0.0004  -0.0012  0
O  2.0064  5.3815  15.2484  -0.0089  -0.0151  0.0072
O  -2.1823  13.3691  20.6565  -0.0066  0.0049  0.0049
O  3.3778  11.5484  15.7352  -0.0071  -0.0015  0.0062
O  12.485  5.7098  20.3838  0.0019  0  0.002
O  4.6771  8.4713  22.3573  0.0036  0.0027  -0.0015
O  5.2798  4.4106  24.6504  0.0026  0.0046  -0.0115
O  1.1622  10.1349  15.445  0.0015  0.0037  -0.0047
O  6.3018  11.7853  18.8968  0.0008  -0.0009  0.0021
O  10.8407  3.7678  25.0558  0.0009  0.0129  0.0064
O  3.2568  1.1496  17.6202  -0.0017  0.0019  -0.0021
O  6.5233  9.5648  28.5782  0.004  -0.0021  -0.0133
O  8.6047  1.5997  11.7154  0.0467  -0.0291  -0.0208
O  9.216  9.0515  28.3559  -0.0195  -0.0042  0.0036
O  5.4579  13.2739  11.5939  0.0068  0.0509  0.001
O  1.755  13.3309  11.4131  -0.004  -0.0034  -0.0237
O  11.6651  9.9544  29.1245  -0.0091  0.0107  -0.0036

Results
free energy: -219172.092 eV
free energy less fixed offsets of O -568.88, Si -635.61 eV per atom: -0.002 eV

The program warned: the cutoff lies below the one the program advises for these potential files; the exchange-correlation potential is rough where the density is thin.
